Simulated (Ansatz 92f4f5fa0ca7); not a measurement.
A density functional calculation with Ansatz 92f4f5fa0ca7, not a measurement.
Periodic cell of 240 atoms, Si148O92, from a study of silicon, its oxide and their interface. The atomic structure is a simulated model.
Doubt: the cutoff is far below the 930 eV that the study's wrapper takes by default for these files, so forces and energies are approximate.
This geometry differs little from another in the collection (a relaxation step or a small displacement).

Settings: functional PBE; potential files Ansatz PAW; basis plane waves; wave-function cutoff 580 eV; density cutoff ratio 5; exchange-correlation grid ratio 1; k mesh 1 x 1 x 1, Gamma-centred; self-consistency stop 5e-08 eV per atom in the density residual; occupations fixed; spin none; net charge 0.

Cell vectors (angstrom)
a	11.6015	0	0
b	0	10.938	0
c	0	0	32.3117

Atoms: element, x, y, z (angstrom)
Si	-0.1838	0.3063	23.5616
Si	3.3488	-0.1834	23.5611
Si	7.8883	-0.3664	23.6595
Si	1.7535	1.4585	23.3303
Si	5.1857	1.2392	23.5662
Si	8.9563	1.7386	23.6696
Si	0.5221	5.7253	23.5962
Si	4.2381	5.4059	23.7581
Si	8.2296	5.6666	23.7712
Si	2.4941	6.9455	23.9306
Si	6.1715	6.7923	23.6204
Si	10.1695	7.0017	23.7404
Si	1.8648	2.7469	25.3866
Si	5.7235	2.6646	25.5013
Si	9.5138	2.8941	25.6561
Si	-0.0227	4.1424	25.3914
Si	3.8517	4.0426	25.617
Si	7.6264	4.2073	25.5819
Si	1.9355	8.3469	25.708
Si	5.8049	8.2068	25.523
Si	9.8276	8.2744	25.6728
Si	0.0044	9.7907	25.5547
Si	3.8519	9.6322	25.5961
Si	7.8099	9.4431	25.6782
Si	0.0599	0.0882	27.527
Si	3.9181	0.0581	27.4961
Si	7.7915	0.0061	27.4927
Si	1.9849	1.427	27.4109
Si	5.8674	1.373	27.4728
Si	9.6989	1.3997	27.4828
Si	-0.0086	5.4206	27.4311
Si	3.8293	5.4823	27.4937
Si	7.6728	5.5376	27.5094
Si	1.8831	6.8238	27.5091
Si	5.741	6.8688	27.4797
Si	9.6921	6.8003	27.5012
Si	1.9336	2.7345	29.4125
Si	5.8008	2.7345	29.4125
Si	9.6679	2.7345	29.4125
Si	0	4.1018	29.4125
Si	3.8672	4.1018	29.4125
Si	7.7343	4.1018	29.4125
Si	1.9336	8.2035	29.4125
Si	5.8008	8.2035	29.4125
Si	9.6679	8.2035	29.4125
Si	0	9.5708	29.4125
Si	3.8672	9.5708	29.4125
Si	7.7343	9.5708	29.4125
Si	0	0	31.3461
Si	3.8672	0	31.3461
Si	7.7343	0	31.3461
Si	1.9336	1.3673	31.3461
Si	5.8008	1.3673	31.3461
Si	9.6679	1.3673	31.3461
Si	0	5.469	31.3461
Si	3.8672	5.469	31.3461
Si	7.7343	5.469	31.3461
Si	1.9336	6.8362	31.3461
Si	5.8008	6.8362	31.3461
Si	9.6679	6.8362	31.3461
Si	1.9336	2.7345	0.9679
Si	5.8008	2.7345	0.9679
Si	9.6679	2.7345	0.9679
Si	0	4.1018	0.9679
Si	3.8672	4.1018	0.9679
Si	7.7343	4.1018	0.9679
Si	1.9336	8.2035	0.9679
Si	5.8008	8.2035	0.9679
Si	9.6679	8.2035	0.9679
Si	0	9.5708	0.9679
Si	3.8672	9.5708	0.9679
Si	7.7343	9.5708	0.9679
Si	-0.0403	-0.0447	2.9728
Si	3.8509	0.0002	2.88
Si	7.715	-0.0256	2.9068
Si	1.9121	1.309	2.8397
Si	5.787	1.3438	2.9223
Si	9.6387	1.3496	2.9266
Si	0.012	5.4691	2.8677
Si	3.8961	5.4518	2.9088
Si	7.7358	5.457	2.9176
Si	1.9495	6.8091	2.894
Si	5.8073	6.8031	2.8488
Si	9.6797	6.8222	2.938
Si	2.0221	2.7142	4.6874
Si	5.8356	2.6132	4.9311
Si	9.649	2.7635	4.8314
Si	0.0308	4.0118	4.705
Si	3.9352	4.0773	4.8478
Si	7.6796	4.0709	4.8457
Si	1.8903	8.1838	4.81
Si	5.6994	8.1748	4.7347
Si	9.6264	8.0825	4.9569
Si	-0.0303	9.5408	4.9794
Si	3.8137	9.5497	4.781
Si	7.7194	9.4509	4.7775
Si	0.5607	-0.0424	6.9193
Si	4.0403	-0.1315	6.7642
Si	8.0307	-0.2065	6.7166
Si	2.3012	1.4428	6.6331
Si	6.0283	1.0564	6.8124
Si	9.5216	1.5919	6.8764
Si	0.1352	5.1461	6.7291
Si	3.6267	5.3331	6.8648
Si	7.2878	5.4263	6.7403
Si	1.7933	6.7658	6.6936
Si	5.5174	6.8885	6.7034
Si	9.1332	6.8101	6.9861
O	6.8731	4.5964	8.1276
O	5.8887	8.0454	7.8745
O	1.0893	10.0866	8.2591
O	6.0226	1.6813	8.372
O	1.6651	7.5215	8.1697
O	10.3412	5.7296	7.3549
O	12.1979	3.9917	7.8186
O	8.5372	9.7959	8.0149
O	3.9793	9.862	8.1693
O	-0.6896	0.8972	7.398
O	3.2348	4.2316	8.1147
O	9.1178	2.6167	8.1107
O	5.0619	2.1193	22.2013
O	6.345	11.059	23.4345
O	6.2239	7.612	22.1731
O	2.9782	7.7717	22.5494
O	10.2872	7.7517	22.2498
O	-0.9457	10.3482	22.4207
O	8.6553	4.9848	22.292
O	8.0674	2.4518	22.4709
O	8.0664	9.5598	22.3613
O	1.5299	4.0526	19.897
O	1.6565	2.1241	21.776
O	0.8695	5.3995	21.9821
Si	4.9125	3.5399	21.4496
Si	1.0125	8.175	12.0721
Si	7.2645	2.4229	13.8128
Si	-0.6224	9.0341	21.523
Si	6.4425	0.8671	9.7413
Si	0.1618	0.1351	12.9775
Si	3.8266	6.6117	18.7869
Si	4.724	9.3044	19.7194
Si	-1.6883	3.6552	14.5367
Si	8.9923	2.5977	9.7497
Si	5.6294	7.1724	11.1761
Si	2.1658	1.8378	17.6059
Si	-2.274	2.0928	17.2091
Si	0.4627	2.3705	10.862
Si	8.2845	8.2233	11.8376
Si	10.4057	6.6497	13.4338
Si	5.1961	9.08	8.9451
Si	0.0261	-3.0689	15.9981
Si	0.7847	8.6426	8.9487
Si	-0.7431	6.1687	18.4022
Si	-1.6688	3.2127	19.1621
Si	2.5901	9.211	21.8719
Si	1.9543	3.1473	8.2038
Si	4.2874	-0.3227	16.9389
Si	6.3471	1.9569	16.6313
Si	7.022	8.7889	21.374
Si	7.9415	3.7644	21.4981
Si	9.1641	8.4336	8.6933
Si	5.1625	2.7629	11.504
Si	8.8182	10.685	13.7604
Si	4.454	3.6527	18.4328
Si	3.1349	7.8957	15.9631
Si	1.3771	5.5772	20.4369
Si	9.6887	10.121	16.6808
Si	13.9886	3.6865	12.7883
Si	3.3905	6.6383	13.225
Si	-4.7862	4.6252	9.7518
Si	1.0221	2.1307	14.8606
Si	1.0511	2.5513	20.3098
Si	9.1343	8.5379	19.1513
O	7.7925	1.5023	17.2216
O	7.8622	-2.71	20.1063
O	3.2716	-1.4252	20.4249
O	4.6855	6.4242	12.2595
O	6.6797	8.0749	12.0131
O	-1.3316	5.1842	14.1198
O	-0.5906	2.545	20.224
O	4.8919	7.726	19.3201
O	8.6626	8.2749	10.2465
O	-8.448	3.1342	17.6119
O	2.494	7.8731	12.6629
O	12.6061	9.0379	21.5014
O	-2.0736	7.0837	18.5385
O	2.887	11.4149	17.1062
O	2.7812	6.3122	20.0149
O	4.6346	5.263	18.3688
O	10.3675	9.1826	20.0255
O	5.3689	1.2473	10.918
O	4.2911	3.2082	19.9945
O	10.7902	8.4587	8.7873
O	1.1938	8.5218	10.5004
O	11.6372	-4.0552	12.3624
O	-0.9159	7.642	14.6943
O	0.2458	6.4623	19.6631
O	3.9973	9.2886	16.0373
O	6.5733	2.7772	15.2465
O	8.6655	3.2258	13.5834
O	4.8499	-0.7069	18.4103
O	7.992	12.2554	10.142
O	5.8808	9.7791	20.7604
O	-10.0216	1.5704	19.1081
O	1.5475	2.4476	9.6303
O	1.0097	3.5144	11.9075
O	11.5737	6.5575	16.9846
O	10.1926	11.6671	16.8928
O	8.2434	3.9759	10.2492
O	-1.0362	1.7166	23.3013
O	-1.1126	4.5938	18.4786
O	-1.1142	13.4993	10.4252
O	13.1724	-2.7886	15.5739
O	0.3709	9.4837	12.785
O	-2.5656	-3.936	12.6238
O	6.2726	10.1913	9.5006
O	6.3906	4.1967	21.2868
O	8.8729	10.017	15.2612
O	3.1188	7.17	17.426
O	1.028	2.1797	16.4877
O	-0.3246	2.8281	14.2964
O	5.5408	3.7786	10.2929
O	3.6418	3.0438	11.9707
O	-1.3796	11.4083	13.3838
O	5.4114	0.6601	16.2868
O	5.7466	13.8868	17.7658
O	2.5556	5.2566	13.1298
O	4.7215	8.1364	10.1979
O	-2.1262	3.2969	16.081
O	-0.5546	-1.7253	16.7077
O	-7.8023	-3.9659	14.7789
O	13.8978	13.8721	14.2369
O	1.0772	0.6141	14.248
O	8.6309	-1.3294	12.5792
O	7.5884	11.7601	13.7147
O	6.5503	6.1346	10.3038
O	6.2097	2.9624	12.7196
O	0.568	0.9083	11.5926
O	3.9774	4.5531	22.3265
O	8.5891	3.5166	20.0417
O	8.769	9.5734	17.9329

Results
free energy: -146402.092 eV
free energy less fixed offsets of O -568.88, Si -635.61 eV per atom: 5.148 eV

Forces (eV/angstrom), in the order of the atoms: element, x, y, z
Si	-0.0198	0.0044	-0.0187
Si	-0.0467	-0.0067	-0.0136
Si	-0.0056	0.0111	-0.0268
Si	0.0226	0.0223	-0.0161
Si	0.0212	0.0096	-0.0008
Si	0.0247	0.0326	-0.0033
Si	0.0081	0.0003	-0.0236
Si	0.0143	0.0004	-0.0295
Si	0.0028	-0.0011	-0.0167
Si	-0.0155	-0.0143	-0.0162
Si	-0.0071	-0.0001	-0.0191
Si	0.0039	-0.0055	-0.02
Si	0.0035	0.0033	0.0106
Si	0.0073	0.0119	-0.0087
Si	-0.005	-0.0128	-0.0183
Si	0.0043	-0.0057	0.0075
Si	-0.0047	-0.0029	0.0167
Si	0.0012	-0.0054	0.0111
Si	-0.0081	0.0139	0.0128
Si	-0.0019	-0.0004	0.0125
Si	0.0132	0.0027	0.0092
Si	0.0067	-0.0052	0.0142
Si	0.0036	-0.0002	0.0155
Si	-0.0068	-0.0007	0.0066
Si	0.0049	0.0029	-0.0108
Si	0.0036	-0.0038	-0.0048
Si	-0.0016	0.0033	-0.0005
Si	-0.0094	0.0056	-0.004
Si	-0.011	-0.0045	0.0124
Si	-0.0055	0.0017	-0.0051
Si	0.0058	-0.0092	-0.006
Si	-0.0001	-0.0033	-0.0054
Si	0.0042	-0.0008	-0.0103
Si	0.0055	-0.0001	-0.0031
Si	-0.0005	0.0086	-0.0055
Si	-0.0126	-0.0015	-0.0042
Si	0.0857	0.1248	-0.2275
Si	0.1304	0.101	-0.0869
Si	0.0218	0.1282	0.12
Si	0.0293	-0.1271	-0.1774
Si	-0.1107	0.0072	0.1136
Si	-0.067	0.0975	0.0213
Si	-0.0662	0.0057	0.1397
Si	-0.1633	0.1674	0.0151
Si	-0.0056	-0.0113	0.022
Si	0.0546	0.0803	-0.0124
Si	0.0422	0.1022	-0.0396
Si	0.067	-0.0105	0.0564
Si	0.0168	0.0764	0.0291
Si	-0.0515	0.0419	0.0008
Si	0.0126	0.0105	0.0218
Si	0.0288	-0.075	-0.0759
Si	-0.0062	-0.0935	0.0104
Si	-0.0291	-0.0452	0.0251
Si	-0.0035	0.0713	-0.0734
Si	0.0291	0.0534	-0.0203
Si	0.0045	0.0595	-0.0193
Si	-0.002	0.0031	0.0312
Si	0.0112	-0.0265	0.0188
Si	0.0072	-0.065	0.0513
Si	-0.1004	-0.0048	-0.2356
Si	0.0049	-0.0329	0.1829
Si	-0.0337	-0.1061	0.1696
Si	0.0141	-0.1028	-0.1929
Si	0.0052	-0.1122	0.0673
Si	0.0364	-0.0402	0.0676
Si	0.0699	-0.0498	0.0325
Si	0.0194	0.062	-0.2312
Si	0.0064	-0.0663	0.234
Si	-0.0952	-0.0242	0.329
Si	0.044	-0.1341	-0.0825
Si	-0.0293	-0.059	-0.0459
Si	-0.0008	-0.0042	0.0108
Si	0.004	0.0008	0.0037
Si	-0.0055	-0.0026	0.0117
Si	-0.0009	0.0064	0.0089
Si	0.0053	0.0017	0.0054
Si	0.0007	-0.0029	-0.0027
Si	-0.0019	-0.0032	0.0055
Si	-0.0047	-0.0043	-0.0019
Si	0.0004	-0.0027	0.0041
Si	0.0052	-0.0015	-0.0008
Si	-0.0032	0.0081	0.0025
Si	0.0019	0.0065	0.0052
Si	-0.0034	-0.0057	-0.0152
Si	-0.0122	-0.009	-0.0063
Si	-0.0022	-0.0087	0.0066
Si	-0.0065	-0.0013	-0.007
Si	0.0104	0.0025	-0.0043
Si	-0.0017	-0.0042	-0.0176
Si	-0.0038	-0.0019	-0.0087
Si	0.0118	-0.0046	-0.0062
Si	-0.0044	-0.0122	-0.0014
Si	0.0068	0.0069	-0.0078
Si	0.0006	-0.0023	-0.014
Si	0.0034	-0.0023	-0.0211
Si	-0.0004	0.004	0.0078
Si	0	-0.0085	0.0187
Si	0.0069	0.0101	0.0087
Si	-0.0118	-0.003	0.0144
Si	0.0141	0.0065	-0.0014
Si	-0.0023	0.0008	0.0043
Si	0.0124	0.0105	0.0017
Si	0.0032	-0.001	0.0101
Si	0.0222	0.0034	0.0185
Si	-0.0107	-0.0245	-0.0128
Si	-0.0107	0.007	0.0117
Si	0.0333	-0.0223	-0.0155
O	-0.0017	0.0048	-0.0365
O	0.0052	-0.0187	-0.0061
O	-0.0017	0.0246	-0.0107
O	-0.0033	0.0015	-0.0005
O	0.0194	-0.0115	0.0064
O	-0.0411	0.0207	0.0043
O	0.0035	0.0037	-0.0052
O	-0.0098	0.0129	-0.0016
O	-0.0181	0.0217	-0.0161
O	-0.002	0.0013	-0.0008
O	0.0145	0.0091	-0.0089
O	0.0015	-0.006	-0.0155
O	-0.0012	0.0009	-0.0177
O	0.0014	0.0037	-0.0001
O	-0.0107	-0.014	0.015
O	-0.007	-0.0084	0.0057
O	-0.0108	0.0072	-0.0158
O	0.0239	0.0232	0.0024
O	0.0165	0.0416	0.0183
O	0.0213	-0.0109	-0.0021
O	0.0112	0.0102	0.0057
O	0.0014	0.004	-0.0123
O	0.0024	-0.0244	0.0292
O	-0.0095	-0.0001	0.0251
Si	0.001	-0.0155	-0.0081
Si	-0.0012	-0.0082	-0.0006
Si	0.0068	-0.0003	0.0038
Si	-0.0058	-0.0002	0.0109
Si	-0.0056	-0.0013	-0.0065
Si	-0.0003	-0.0046	0.001
Si	-0.0005	-0.0025	0.0115
Si	0.0082	-0.0064	0.006
Si	-0.0001	-0.0037	0.0047
Si	0	-0.001	-0.0112
Si	-0.0063	-0.0002	-0.0059
Si	0.0048	0.0031	0.0045
Si	-0.0036	-0.0068	0.0019
Si	0.0033	0	0.0057
Si	0.0047	-0.0011	0.0015
Si	0.0036	-0.005	-0.004
Si	0.0023	-0.0074	0.0053
Si	-0.0003	0.0019	0.0007
Si	0.0126	-0.0002	-0.0116
Si	-0.0028	0.0002	0.0133
Si	-0.0028	-0.0011	-0.0027
Si	0.0102	0.0076	-0.0006
Si	-0.0127	-0.0028	-0.0088
Si	0.0035	0.0048	0.0087
Si	0.0054	-0.0071	0.0045
Si	-0.0043	-0.006	-0.0087
Si	0.0077	-0.0458	-0.0209
Si	-0.0165	0.0046	0.0043
Si	-0.0018	0.002	-0.0014
Si	0.0016	0.0072	0.006
Si	0.0053	0.0009	0.0035
Si	0.002	0.0004	0.0001
Si	0.001	0.005	0.0104
Si	0.0031	0.0084	0.0064
Si	-0.0005	0.0029	-0.0119
Si	-0.0004	-0.0008	-0.005
Si	-0.0058	0.002	0.0084
Si	-0.001	0.007	-0.0028
Si	-0.0055	0.0026	-0.0003
Si	-0.0048	-0.0051	0.0054
O	-0.0027	0.0019	-0.0109
O	-0.0008	-0.0002	-0.0045
O	-0.0073	0.0041	-0.0141
O	0.0058	0.0013	-0.0002
O	-0.0049	-0.0017	0.0061
O	0.0013	0.0054	-0.0036
O	0.0074	-0.0076	-0.0018
O	0.0025	0.0106	-0.0131
O	0.0023	-0.0015	-0.013
O	-0.0019	-0.0015	-0.0079
O	-0.0019	0.0005	0.004
O	0.0077	0.0067	0.0005
O	0.0022	0.0035	-0.0101
O	0.005	-0.0023	-0.012
O	-0.0045	-0.0024	-0.01
O	-0.0019	0.0003	-0.01
O	0.01	0.0011	0.0034
O	0.0034	-0.0095	0.0008
O	0.0026	0.0021	0.0145
O	-0.0209	0.0019	0.0032
O	0.0062	0.0044	0.0237
O	0.0051	0.0047	0.0007
O	0.0031	0.0025	0.002
O	0.0042	-0.0002	-0.0103
O	-0.0009	-0.0005	-0.0048
O	0.0002	-0.0016	0.0027
O	-0.0011	-0.0023	-0.0005
O	-0.0059	-0.0062	-0.001
O	0.0079	-0.0005	0.0096
O	0.0061	0.0052	-0.0074
O	-0.0041	0.0004	0.0007
O	0.0121	0.0016	-0.0027
O	-0.0043	-0.0041	-0.0016
O	-0.0004	-0.0044	-0.0007
O	-0.0027	-0.0001	-0.0064
O	0.0089	-0.0049	0.0137
O	-0.0184	-0.044	0.0083
O	0.0011	0.0004	-0.0123
O	-0.0144	-0.0003	0.0047
O	-0.0003	0.0005	-0.0038
O	-0.0006	-0.005	0.0016
O	-0.0083	0.0037	-0.0032
O	0.0006	-0.0051	0.0046
O	-0.0092	0.0071	-0.0114
O	-0.0004	-0.0017	-0.003
O	0.0015	-0.0016	0.0017
O	0.0027	-0.0008	0.0035
O	-0.0015	-0.0001	-0.0022
O	-0.0056	-0.0017	0.0036
O	0.0068	-0.0047	-0.001
O	-0.0036	0.0019	0.0015
O	0.0007	0.0004	-0.0025
O	-0.0047	0.0061	-0.005
O	-0.0014	0.0051	0.0044
O	0.0009	0.0062	-0.0044
O	0.0023	0.003	-0.0054
O	-0.0003	-0.0004	-0.0049
O	-0.0018	0.0005	0
O	0.0005	-0.0042	0.0041
O	0.0016	-0.01	-0.0012
O	-0.004	-0.0127	-0.0101
O	0.0007	-0.0011	-0.0031
O	0.0092	0.0057	0.0004
O	-0.0101	0.0013	-0.0072
O	0.0024	0.0036	-0.0079
O	-0.0096	0.0137	0.0072
O	-0.019	0.0133	0.0261
O	0.0006	-0.0061	0

The program warned: the cutoff lies below the one the program advises for these potential files; the exchange-correlation potential is rough where the density is thin.
